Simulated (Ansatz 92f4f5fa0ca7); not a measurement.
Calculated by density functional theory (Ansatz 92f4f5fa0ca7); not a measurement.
Periodic cell of 223 atoms, Si133O90, from a study of silicon, its oxide and their interface. The atomic structure is a simulated model.
Doubt: the cutoff is far below the 930 eV that the study's wrapper takes by default for these files, so forces and energies are approximate.
This geometry differs little from another in the collection (a relaxation step or a small displacement).

Settings
functional: PBE
potential files: Ansatz PAW
basis: plane waves
wave-function cutoff: 580 eV
density cutoff ratio: 5
exchange-correlation grid ratio: 1
k mesh: 1 x 1 x 1, Gamma-centred
self-consistency stop: 5e-08 eV per atom in the density residual
occupations: fixed
spin: none
net charge: 0

Cell vectors (angstrom)
a 10.938 0 0
b 0 10.938 0
c 0 0 32.2024

Atoms and the computed forces on them: element, x, y, z (angstrom), force x, y, z (eV/angstrom)
Si 0.1403 -0.2557 24.8488 0.0062 -0.0018 0.0068
Si 5.246 0.0712 24.8629 -0.0005 0.0015 -0.0036
Si 3.1363 2.4453 24.7231 0.0022 -0.0023 0.0078
Si 7.8471 2.9216 24.669 0.0009 0.0011 0.0011
Si -0.3062 5.5637 24.5287 -0.0016 0.0057 0.0065
Si 5.8211 5.3863 24.538 0.0009 -0.0057 0.0124
Si 2.3223 8.4184 24.7773 -0.0019 0.0052 0.0018
Si 8.5725 7.9347 24.9293 0.0016 -0.0025 0.0123
Si 1.3979 1.3925 25.9899 -0.0016 0.0015 -0.0029
Si 6.8065 1.3363 26.0853 0.0035 0.0007 -0.0015
Si 4.1898 4.1798 25.9165 -0.0004 0.0046 -0.0046
Si 9.5186 4.0305 25.9521 0.0018 -0.0029 -0.001
Si 1.278 6.7136 25.9854 0.0042 -0.0012 -0.0026
Si 6.8873 6.8046 26.0864 0.0013 0.0034 -0.0049
Si 4.0078 9.4739 26.0932 0.0018 -0.0026 -0.0005
Si 9.6527 9.5113 26.2569 -0.001 -0.0007 -0.0046
Si 2.716 0.0062 27.4294 -0.0006 0.0002 0.0006
Si 8.2101 -0.0033 27.4447 0.0003 -0.0012 -0.0017
Si 0.0022 2.7331 27.3653 0.0005 0.0004 0.0001
Si 5.4604 2.7684 27.4094 -0.0011 0.0017 -0.0002
Si 2.7543 5.4482 27.3509 0.0014 -0.0035 -0.0029
Si 8.2375 5.4204 27.4254 -0.0008 0.0023 -0.001
Si 0.0677 8.1088 27.4959 -0.0004 0.0008 -0.0009
Si 5.4727 8.1738 27.414 0.0016 -0.0016 -0.0007
Si 4.1018 1.3673 28.7842 -0.0592 0.1819 -0.0458
Si 9.5708 1.3673 28.7842 0.1493 0.1422 -0.0637
Si 1.3673 4.1018 28.7842 0.0689 -0.0025 -0.399
Si 6.8362 4.1018 28.7842 0.0885 -0.1043 0.149
Si 4.1018 6.8362 28.7842 -0.1061 -0.1964 -0.1579
Si 9.5708 6.8362 28.7842 -0.0667 -0.3582 0.3912
Si 1.3673 9.5708 28.7842 0.2156 -0.1147 0.328
Si 6.8362 9.5708 28.7842 -0.158 -0.0295 0
Si 0 0 30.1514 -0.0427 -0.0563 -0.0107
Si 5.469 0 30.1514 0.0027 -0.0021 -0.0185
Si 2.7345 2.7345 30.1514 -0.0344 -0.0552 -0.0247
Si 8.2035 2.7345 30.1514 -0.0346 0.0446 0.0076
Si 0 5.469 30.1514 -0.1073 0.0465 0.0151
Si 5.469 5.469 30.1514 -0.0176 -0.0173 -0.0228
Si 2.7345 8.2035 30.1514 0.0494 0.1329 0.0136
Si 8.2035 8.2035 30.1514 -0.0065 -0.0729 -0.0276
Si 1.3673 1.3673 31.5187 0.0438 0.0319 0.0034
Si 6.8362 1.3673 31.5187 0.0279 -0.0197 -0.0237
Si 4.1018 4.1018 31.5187 0.0154 0.0061 -0.0152
Si 9.5708 4.1018 31.5187 0.0895 -0.0392 -0.0239
Si 1.3673 6.8362 31.5187 0.027 -0.025 -0.0404
Si 6.8362 6.8362 31.5187 -0.0305 0.032 -0.0089
Si 4.1018 9.5708 31.5187 -0.0068 -0.0693 -0.0153
Si 9.5708 9.5708 31.5187 -0.0387 0.004 -0.0108
Si 2.7345 0 0.6835 0.0225 -0.0723 -0.0037
Si 8.2035 0 0.6835 -0.0097 -0.0114 0.0433
Si 0 2.7345 0.6835 -0.1504 0.0734 0.0021
Si 5.469 2.7345 0.6835 0.0091 0.0086 0.0217
Si 2.7345 5.469 0.6835 -0.0258 0.0387 0.0296
Si 8.2035 5.469 0.6835 0.0204 -0.0007 0.0002
Si 0 8.2035 0.6835 0.0001 -0.0232 0.0321
Si 5.469 8.2035 0.6835 -0.0332 0.0364 0.0014
Si 4.1018 1.3673 2.0507 -0.0824 0.0027 0.0368
Si 9.5708 1.3673 2.0507 0.1202 0.0339 -0.0391
Si 1.3673 4.1018 2.0507 0.0257 -0.045 0.0235
Si 6.8362 4.1018 2.0507 -0.1336 -0.0266 0.0271
Si 4.1018 6.8362 2.0507 0.1476 0.055 0.0025
Si 9.5708 6.8362 2.0507 -0.0508 -0.0346 0.0079
Si 1.3673 9.5708 2.0507 0.1456 0.0795 0.0428
Si 6.8362 9.5708 2.0507 -0.0107 -0.1405 -0.0032
Si 0 0 3.418 0.4071 0.8344 -0.2455
Si 5.469 0 3.418 0.0013 -0.0152 0.5594
Si 2.7345 2.7345 3.418 -0.049 -0.1582 -0.0142
Si 8.2035 2.7345 3.418 -0.2185 -0.3427 0.1382
Si 0 5.469 3.418 -0.0252 0.0856 0.2637
Si 5.469 5.469 3.418 -0.3523 -0.2527 -0.2165
Si 2.7345 8.2035 3.418 0.2589 0.3774 0.1282
Si 8.2035 8.2035 3.418 -0.2015 -0.0734 -0.5192
Si 1.3654 1.4242 4.8805 -0.0159 -0.0123 -0.0012
Si 6.8249 1.3632 4.8742 0.0046 0.0272 -0.0051
Si 4.0183 4.1238 4.7828 -0.022 0.1253 0.0573
Si 9.5587 4.0526 4.7822 -0.0067 -0.0053 -0.0325
Si 1.4021 6.8663 4.7683 0.0574 -0.0179 0.0237
Si 6.8348 6.8152 4.7245 0.0102 0.0167 -0.0315
Si 4.097 9.604 4.8828 0.0167 0.0091 -0.0168
Si 9.5181 9.6591 4.6539 0.0135 0.0097 0.0143
Si 2.7639 0.1415 6.367 0.0146 -0.007 -0.0293
Si 8.2457 -0.1093 6.2102 -0.0633 -0.0626 -0.0087
Si -0.0576 2.7803 6.3019 0.0883 0.0665 -0.0366
Si 5.4031 2.792 6.1926 0.0071 0.031 -0.0095
Si 2.4591 5.2939 6.1831 0.2852 0.0519 -0.1879
Si 8.1755 5.4271 6.0722 -0.0593 0.0173 -0.0619
Si -0.0032 8.4075 5.9295 0.0347 -0.0136 -0.0361
Si 5.4739 8.0931 6.1476 -0.0105 -0.01 0.0473
Si 4.0572 1.6639 7.7956 0.0156 0.0326 0.0532
Si 9.7218 1.1459 7.6085 0.0221 0.0186 -0.089
Si 0.4134 4.6213 7.8001 -1.0142 -0.3207 0.5497
Si 6.6175 4.3337 7.486 -0.0953 0.175 -0.1687
Si 4.2356 6.3883 7.2778 -0.0524 0.0188 -0.1287
Si 9.5558 6.9906 7.0934 0.0902 -0.0554 0.0165
Si 1.1106 9.8167 7.498 0.0141 -0.0296 -0.0397
Si 7.2792 9.0203 7.4144 0 0.0272 -0.0297
O 9.5754 6.8074 24.2363 0.0003 0 -0.0076
O 4.1805 1.2203 24.3788 -0.0009 0.0027 -0.0015
O 8.4661 7.963 7.917 -0.0137 -0.0245 0.0182
O 3.2348 2.5514 8.9524 -0.0023 -0.0407 0.0181
O 6.8313 4.1278 24.1442 0.0022 -0.0008 -0.0037
O 2.8499 7.7227 23.393 0.0026 -0.0043 -0.025
O 5.4354 5.4168 7.8841 0.0798 -0.0675 0.0671
O 0.1702 0.1119 8.5186 0.0377 0.0544 0.1644
O 7.2291 3.7567 8.9038 0.395 -0.0832 0.2461
O 6.7427 9.6365 8.836 -0.0121 0.0317 0.028
O 10.8135 6.2047 7.8378 0.058 -0.0345 -0.0831
O 1.5504 8.8176 8.7268 0.0061 0.0134 0.0221
O 5.19 0.8591 8.7043 -0.0016 -0.0099 0.0094
O 1.4479 4.4931 9.0547 0.2495 -0.1834 0.1187
O 8.9168 1.6843 8.934 -0.0206 0.0571 0.1239
O 3.4827 6.9254 8.6386 0.0048 -0.0017 0.0108
O 7.9937 8.785 23.6766 -0.0074 0.009 -0.0195
O 8.3384 2.1907 23.277 0.0058 -0.0061 -0.0177
O 5.5043 6.2682 23.1546 -0.0005 0.0105 -0.0283
O 2.841 2.9934 23.1974 -0.0027 -0.0007 -0.0277
O 12.1916 -1.3487 24.2946 0.0015 -0.0009 -0.0041
O 0.0677 4.8938 23.0416 0.0078 -0.0053 -0.0272
O 4.051 7.4305 21.1581 0.0015 -0.0005 -0.0161
O 10.9929 21.0822 20.7505 0.0029 -0.0022 -0.0178
Si 5.4436 4.8643 16.6139 -0.0018 0.0096 0.0239
Si 0.5664 8.7946 20.0345 0.0091 0.0016 0.0366
Si 6.1076 9.341 12.0829 -0.0247 0.0098 -0.0376
Si 13.4197 4.9005 12.665 0.0345 -0.0134 -0.0291
Si 8.8185 3.0774 12.7214 0.0413 0.0056 0.272
Si 9.9424 0.0599 12.675 0.0355 -0.0565 -0.0067
Si 2.0946 3.2785 9.8895 -0.0107 0.2493 -0.2409
Si 2.6022 -3.7061 21.8649 0.0092 -0.0002 0.0339
Si 17.7532 7.0864 15.4742 -0.0051 0.004 0.0205
Si 7.1161 11.1694 18.5984 0.0001 -0.0012 0.0274
Si 8.7099 3.2672 9.4577 0.0008 -0.0079 -0.4188
Si 3.5173 13.1224 13.9961 -0.0048 0.0045 -0.0018
Si 5.8624 0.4944 14.2896 -0.0124 -0.0092 0.0004
Si 7.0037 5.9874 19.2052 -0.0041 0.0051 0.0413
Si 0.8284 4.7951 21.5702 0.0068 0.0013 0.0429
Si 13.7027 -0.951 18.1897 -0.0051 0.0002 0.0261
Si 3.3741 2.8407 17.0349 0.0016 -0.005 0.0232
Si 5.3573 10.3094 9.3194 -0.0202 -0.01 -0.0712
Si 9.5674 6.6247 16.4963 0.001 0.0097 0.0347
Si 16.4906 7.0595 21.7004 -0.0032 0.0065 0.041
Si 9.8236 4.8271 19.0305 0.0088 0.0035 0.0391
Si 1.9341 -0.3182 12.6748 0.0236 -0.0044 -0.0201
Si 5.2419 20.5636 16.5462 -0.0042 0.0067 0.0206
Si 8.4979 8.1664 12.9139 -0.0262 0.0262 0.0009
Si 11.4808 0.5342 10.2152 0.0537 -0.0901 -0.0842
Si 7.0259 9.6005 22.6879 0.0021 0.001 0.0305
Si 11.3381 11.7108 20.8381 -0.0039 0.0042 0.0391
Si -0.5311 -5.1647 13.5397 0.0406 0.0546 0.0461
Si 4.4664 1.1987 19.5482 -0.0025 0.0059 0.0366
Si 3.0013 8.3094 9.2825 0.0092 -0.0188 -0.0603
Si 1.0259 1.3783 17.7751 0.0052 -0.004 0.0296
Si 3.4205 7.9188 12.3753 -0.0042 0.0157 -0.0605
Si 2.5384 2.3301 21.7408 -0.0034 0.009 0.0349
Si 7.3758 2.7646 15.2374 -0.0093 -0.0109 0.0577
Si 8.8317 8.4824 18.5625 0.002 0.0035 0.0274
Si 9.0652 0.9207 22.5697 -0.0046 0.0013 0.0339
Si 9.273 2.2561 17.4468 0.0098 -0.0061 0.0317
O 6.2158 8.3594 16.279 0.007 -0.0047 -0.0106
O 5.05 1.746 13.6024 0.0064 0.0049 -0.0008
O 13.1254 5.673 21.7452 -0.0002 0.0001 -0.013
O 6.5374 10.4578 13.1842 0.0106 0.0064 0.0077
O 2.5847 9.1672 13.1047 -0.0029 0.0053 0.0092
O 1.6659 0.9468 21.8726 -0.0019 -0.0012 -0.0182
O 2.8987 8.0374 10.853 0.0082 -0.0106 0.051
O 3.5799 -0.1789 19.3899 0.0015 -0.002 -0.0166
O 10.4038 -4.6358 15.1158 0.0019 -0.0118 -0.0394
O 9.6366 -3.9481 12.6922 0.0108 -0.0292 -0.0195
O 3.8944 4.3843 16.854 0.0043 0.0029 -0.007
O 8.2271 9.9777 18.8701 -0.0005 0.0039 -0.0122
O 9.4359 8.2004 17.0272 0.005 -0.0049 -0.0189
O 14.3772 2.0411 15.6131 0.0054 0.0022 -0.0122
O 7.5083 7.663 14.1209 0.0146 0.0013 -0.0148
O 11.9344 5.4809 13.043 -0.0488 -0.0014 0.0074
O 4.9917 8.2726 12.6 0.0082 -0.0017 0.0124
O 6.2009 6.0499 20.6122 0.013 -0.0064 -0.0317
O 9.9426 14.2267 18.5157 -0.0003 -0.0016 -0.0176
O 5.5725 6.0122 15.434 0.0044 0.001 -0.0077
O 7.5865 7.4675 18.8407 0.0059 0.0045 -0.0161
O 1.6407 8.9831 18.8125 0.0107 0.0072 -0.0206
O 12.3768 3.3595 21.1015 0.0001 -0.0002 -0.0163
O 8.5899 3.2317 11.1136 0.165 0.108 -0.4014
O 10.1017 -2.8159 19.5392 -0.0084 0.0006 -0.02
O -0.1744 -5.7618 20.3252 -0.0126 0.0016 -0.0324
O 6.0791 10.6351 17.4827 -0.002 -0.0044 -0.0189
O 3.3217 6.3233 12.7689 -0.007 -0.0071 0.0098
O 6.0626 0.7939 19.7609 0.0075 -0.0001 -0.018
O 10.1969 5.7664 17.7337 -0.001 0.0088 -0.026
O 1.7731 -0.2362 10.9986 -0.0215 0.02 0.0071
O 8.2616 4.9944 19.4476 0.0036 0.0005 -0.0171
O 6.2158 14.4784 16.0607 0.0147 -0.0014 -0.0203
O 11.8031 1.2744 19.3798 0.0045 0.006 -0.0347
O 7.4938 14.2037 13.6792 0.0643 0.0098 -0.1049
O 4.8978 10.452 15.1808 0.006 0.0061 -0.0087
O 9.7453 4.3097 13.2717 -0.044 -0.0598 -0.1002
O 8.7746 2.9752 16.0657 -0.0133 0.0066 -0.0265
O 8.0017 6.2168 16.2109 0.001 0.0005 -0.0132
O 4.2881 2.1082 18.1897 -0.0022 0.012 -0.0226
O 4.05 9.4727 8.8312 0.0164 0.0205 0.0212
O 5.4276 -0.6721 10.9299 0.0099 0.0004 0.0374
O 9.9526 12.4368 21.3229 0.0108 0.0009 -0.0229
O 1.7942 2.7944 17.4627 0.006 0.0058 -0.0108
O 10.1244 0.2497 23.6126 -0.0075 0.0069 -0.0191
O 6.3873 8.4794 21.6886 -0.0009 -0.0046 -0.0177
O 2.5821 4.0557 11.2462 -0.0085 0.0091 0.0289
O -1.5677 1.5466 13.0712 -0.0326 0.072 -0.0496
O 2.6682 11.9843 13.1808 -0.0009 0.0035 0.0052
O -0.4317 23.1263 17.0567 -0.0035 0.0048 -0.0139
O 7.9649 10.7676 22.0186 0.0025 0.0015 -0.0168
O 7.0392 1.1601 15.2008 0.0086 0.0127 -0.0106
O 1.9645 0.1378 17.2634 0.0022 0.0045 -0.013
O 9.8791 4.0903 8.6984 -0.3045 -0.1725 0.4997
O 14.7754 9.1727 17.2574 0.01 -0.0019 -0.0167
O 0.4653 -0.1731 13.3482 -0.0225 0.0102 0.0006
O 10.1271 0.129 11.0212 -0.0321 0.0083 0.0236
O 7.4427 -2.4762 11.6758 0.0157 -0.008 0.0078
O 0.9437 2.114 10.2017 -0.0807 0.038 -0.004
O 3.8831 2.0496 20.8383 0.0134 -0.0057 -0.027
O 16.7414 10.3207 23.4786 0.0057 -0.004 -0.0143
O 1.3402 7.9794 21.1893 -0.0093 0.0077 -0.0238
O 6.0033 5.4183 18.0474 -0.0036 -0.0035 -0.0257
O 14.0157 3.741 13.6804 -0.0034 0.0014 -0.0071
O 8.0001 1.5082 18.1234 0.0061 0.0089 -0.0134
O 9.1622 -1.2889 13.166 0.008 0.0139 0.0001

Results
free energy: -135731.737 eV
free energy less fixed offsets of O -568.88, Si -635.61 eV per atom: 3.593 eV

The program warned: the cutoff lies below the one the program advises for these potential files; the forces do not sum to zero within the program's tolerance; the exchange-correlation potential is rough where the density is thin.
